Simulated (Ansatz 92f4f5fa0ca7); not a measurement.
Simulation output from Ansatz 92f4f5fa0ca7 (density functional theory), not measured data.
Periodic cell of 288 atoms, Si196O92, from a study of silicon, its oxide and their interface. The atomic structure is a simulated model.
Doubt: the cutoff is low for norm-conserving oxygen, so forces and energies are approximate.
Doubt: the program's own warning below bears on the result.

Settings: functional HSE06; potential files SPMS norm-conserving; basis plane waves; wave-function cutoff 800 eV; density cutoff ratio 4; exchange-correlation grid ratio 1; k mesh 1 x 1 x 1, Gamma-centred; occupations fixed; spin none; net charge 0.

Cell vectors (angstrom)
a, 11.6015, 0, 0
b, 0, 10.938, 0
c, 0, 0, 40.5641

Atoms: element, x, y, z (angstrom)
Si, 0, 0, 0.9665
Si, 3.8672, 0, 0.9665
Si, 7.7343, 0, 0.9665
Si, 1.9336, 1.3673, 0.9665
Si, 5.8008, 1.3673, 0.9665
Si, 9.6679, 1.3673, 0.9665
Si, 0, 5.469, 0.9665
Si, 3.8672, 5.469, 0.9665
Si, 7.7343, 5.469, 0.9665
Si, 1.9336, 6.8362, 0.9665
Si, 5.8008, 6.8362, 0.9665
Si, 9.6679, 6.8362, 0.9665
Si, 1.9336, 2.7345, 39.5971
Si, 5.8008, 2.7345, 39.5971
Si, 9.6679, 2.7345, 39.5971
Si, 0, 4.1018, 39.5971
Si, 3.8672, 4.1018, 39.5971
Si, 7.7343, 4.1018, 39.5971
Si, 1.9336, 8.2035, 39.5971
Si, 5.8008, 8.2035, 39.5971
Si, 9.6679, 8.2035, 39.5971
Si, 0, 9.5708, 39.5971
Si, 3.8672, 9.5708, 39.5971
Si, 7.7343, 9.5708, 39.5971
Si, 0, 0, 4.8337
Si, 3.8672, 0, 4.8337
Si, 7.7343, 0, 4.8337
Si, 1.9336, 1.3673, 4.8337
Si, 5.8008, 1.3673, 4.8337
Si, 9.6679, 1.3673, 4.8337
Si, 0, 5.469, 4.8337
Si, 3.8672, 5.469, 4.8337
Si, 7.7343, 5.469, 4.8337
Si, 1.9336, 6.8362, 4.8337
Si, 5.8008, 6.8362, 4.8337
Si, 9.6679, 6.8362, 4.8337
Si, 1.9336, 2.7345, 2.9001
Si, 5.8008, 2.7345, 2.9001
Si, 9.6679, 2.7345, 2.9001
Si, 0, 4.1018, 2.9001
Si, 3.8672, 4.1018, 2.9001
Si, 7.7343, 4.1018, 2.9001
Si, 1.9336, 8.2035, 2.9001
Si, 5.8008, 8.2035, 2.9001
Si, 9.6679, 8.2035, 2.9001
Si, 0, 9.5708, 2.9001
Si, 3.8672, 9.5708, 2.9001
Si, 7.7343, 9.5708, 2.9001
Si, 0.3952, -0.0213, 29.7676
Si, 4.0773, 0.1047, 29.9836
Si, 7.4317, -0.1077, 29.9663
Si, 2.1775, 1.4171, 29.8014
Si, 5.863, 1.5866, 30.1748
Si, 9.6257, 1.8779, 29.6605
Si, 0.2089, 5.2063, 29.9944
Si, 4.1211, 5.3676, 30.032
Si, 7.987, 5.6996, 29.9037
Si, 2.0622, 6.6541, 29.9702
Si, 5.9185, 6.852, 30.0066
Si, 10.0675, 6.8208, 29.9625
Si, 2.0134, 2.6546, 31.8593
Si, 5.8661, 2.8952, 32.0656
Si, 9.6177, 2.774, 31.8524
Si, 0.0516, 3.9636, 31.9347
Si, 3.8646, 4.1256, 32.0025
Si, 7.7964, 4.276, 31.876
Si, 2.0121, 8.1806, 31.8507
Si, 5.8488, 8.2219, 31.9286
Si, 9.7952, 8.2465, 31.8422
Si, 0.0922, 9.6348, 31.7924
Si, 3.9166, 9.6039, 31.8848
Si, 7.7829, 9.5453, 31.9067
Si, 0.0652, 0.0144, 33.7619
Si, 3.9385, 0.0086, 33.8277
Si, 7.7915, -0.0066, 33.8212
Si, 2.0058, 1.3426, 33.8117
Si, 5.8764, 1.3825, 33.8678
Si, 9.704, 1.3579, 33.7612
Si, 0.0472, 5.4636, 33.7881
Si, 3.8798, 5.5156, 33.8773
Si, 7.7924, 5.5527, 33.8325
Si, 1.9574, 6.8648, 33.8189
Si, 5.8248, 6.8506, 33.8427
Si, 9.743, 6.8743, 33.7892
Si, 1.9561, 2.7375, 35.7291
Si, 5.8354, 2.7558, 35.7688
Si, 9.6982, 2.7317, 35.7095
Si, 0.0244, 4.1043, 35.7275
Si, 3.8863, 4.0975, 35.7561
Si, 7.7735, 4.1143, 35.7242
Si, 1.9424, 8.2262, 35.7434
Si, 5.823, 8.2197, 35.7554
Si, 9.7083, 8.2151, 35.7358
Si, 0.0188, 9.5967, 35.7182
Si, 3.8919, 9.5702, 35.7451
Si, 7.7662, 9.5642, 35.744
Si, 0, 0, 37.6635
Si, 3.8672, 0, 37.6635
Si, 7.7343, 0, 37.6635
Si, 1.9336, 1.3673, 37.6635
Si, 5.8008, 1.3673, 37.6635
Si, 9.6679, 1.3673, 37.6635
Si, 0, 5.469, 37.6635
Si, 3.8672, 5.469, 37.6635
Si, 7.7343, 5.469, 37.6635
Si, 1.9336, 6.8362, 37.6635
Si, 5.8008, 6.8362, 37.6635
Si, 9.6679, 6.8362, 37.6635
Si, 1.9116, 2.718, 6.7759
Si, 5.7891, 2.7312, 6.7698
Si, 9.6206, 2.7238, 6.7698
Si, -0.0269, 4.069, 6.7172
Si, 3.8466, 4.0824, 6.7669
Si, 7.7049, 4.1078, 6.7789
Si, 1.9106, 8.2063, 6.7369
Si, 5.7756, 8.1784, 6.7728
Si, 9.6382, 8.2056, 6.7518
Si, -0.0294, 9.5711, 6.779
Si, 3.8563, 9.5512, 6.7446
Si, 7.6927, 9.5528, 6.7853
Si, -0.0728, 0.0181, 8.7144
Si, 3.8633, 0.0091, 8.6424
Si, 7.6552, -0.0658, 8.7648
Si, 1.9113, 1.314, 8.6992
Si, 5.7799, 1.377, 8.715
Si, 9.5567, 1.3152, 8.68
Si, -0.0289, 5.4338, 8.6108
Si, 3.8331, 5.4316, 8.7094
Si, 7.6985, 5.4648, 8.7341
Si, 1.9122, 6.8166, 8.6317
Si, 5.7496, 6.8044, 8.7118
Si, 9.6441, 6.8007, 8.6443
Si, 1.9182, 2.639, 10.6478
Si, 5.7921, 2.7337, 10.6762
Si, 9.5443, 2.6148, 10.6251
Si, -0.0746, 3.8555, 10.3665
Si, 3.8045, 4.0836, 10.6766
Si, 7.6978, 4.1361, 10.7106
Si, 1.8944, 8.3347, 10.4252
Si, 5.692, 8.1405, 10.6641
Si, 9.629, 8.1345, 10.5725
Si, -0.0568, 9.5951, 10.643
Si, 3.8569, 9.663, 10.5946
Si, 7.6715, 9.4315, 10.7139
Si, 0.3588, -0.2591, 12.7733
Si, 3.9522, 0.1281, 12.5646
Si, 7.7001, -0.2986, 12.7671
Si, 2.01, 1.4199, 12.723
Si, 5.9666, 1.3202, 12.6076
Si, 9.3613, 1.3374, 12.6676
Si, -0.0394, 5.3005, 12.0969
Si, 3.5436, 5.5525, 12.5617
Si, 7.6045, 5.5238, 12.7321
Si, 1.6508, 6.9168, 12.201
Si, 5.5794, 6.81, 12.6613
Si, 9.6938, 6.6903, 12.4449
O, 7.5472, 4.6215, 14.1249
O, -12.8457, 7.658, 13.6222
O, 7.727, 9.8107, 14.2325
O, 0.595, 20.4444, 13.9039
O, 28.7255, -3.1307, 13.9778
O, 3.0637, 4.6937, 13.8929
O, 10.7182, 0.6713, 13.255
O, 15.0279, 8.1889, 15.5308
O, 1.869, 13.3394, 14.07
O, 32.1229, 2.4694, 13.7516
O, 6.2743, 2.2978, 13.9263
O, -7.6661, 9.9423, 13.7556
O, 11.1184, 12.2648, 29.389
O, 1.9471, 2.3554, 28.4559
O, 5.5588, 7.6619, 28.6112
O, -16.282, 9.8503, 28.7757
O, 10.553, 7.6617, 28.61
O, 0.2123, 4.3211, 28.5825
O, 1.6754, -3.3336, 28.6726
O, 4.7752, 2.1898, 27.2711
O, -30.3276, -6.6738, 28.8459
O, 15.9125, -0.8909, 28.6791
O, 11.9312, 9.875, 28.5168
O, 8.813, 11.4364, 29.4051
Si, 11.8776, 4.2032, 20.1403
Si, 2.8823, 7.9588, 17.0303
Si, 8.2969, 4.2876, 28.0726
Si, 6.4223, 2.4526, 23.4759
Si, 10.9904, 12.5489, 18.5166
Si, 0.8532, 5.9789, 16.4069
Si, 8.5741, 0.4064, 24.3377
Si, 1.7068, 10.4676, 18.432
Si, 9.6221, 5.2169, 25.2869
Si, 4.8055, 6.4944, 18.8183
Si, 7.2716, 9.7771, 15.82
Si, 6.6382, 9.9381, 20.2364
Si, 0.23, 7.4967, 25.0565
Si, 0.4364, 8.5902, 20.434
Si, 6, 10.1862, 25.3105
Si, 10.105, 8.962, 22.8969
Si, 7.6059, 3.0459, 14.4958
Si, 3.0039, 6.5886, 23.6747
Si, 4.644, 8.9196, 14.7674
Si, -3.125, 1.4272, 20.0088
Si, 1.0457, 3.0083, 22.9362
Si, 0.346, 8.322, 28.0688
Si, 7.5767, 4.043, 21.2712
Si, 10.8091, 2.37, 25.1056
Si, 2.6376, 4.1743, 25.1771
Si, 11.9647, 7.8886, 13.8968
Si, 5.4998, 3.0742, 28.4054
Si, 5.0489, 3.6773, 19.4953
Si, 8.3721, 1.6238, 17.0639
Si, 7.642, 7.7987, 18.2725
Si, 5.586, 9.2, 28.1428
Si, 5.5824, 8.2864, 22.8121
Si, 4.7867, 2.0488, 25.6775
Si, 3.8371, 13.1223, 21.7429
Si, 1.6569, 3.9918, 14.3337
Si, 4.3855, 0.7715, 19.2548
Si, 1.0176, 3.3416, 27.5584
Si, 8.1342, 6.5081, 22.8214
Si, 2.4736, 6.1966, 20.8063
Si, 10.4845, 6.4886, 18.7337
O, 5.6475, 9.219, 26.5449
O, 0.3818, 26.3499, 13.4648
O, 9.6888, 1.205, 25.2014
O, 4.1036, 3.5038, 20.8205
O, 7.6251, 8.977, 19.3871
O, 5.8709, 9.3859, 23.9386
O, 1.2666, 9.8511, 19.8589
O, 6.0545, 2.8014, 25.0063
O, 12.0692, 8.2137, 26.4794
O, 5.8574, 9.1004, 21.407
O, 7.5524, -0.2768, 25.402
O, 5.527, 10.5678, 19.2326
O, 9.07, 7.7836, 22.5104
O, 7.9029, 0.1764, 16.4858
O, 8.9762, 5, 26.7734
O, 17.241, 9.7324, 15.7577
O, 11.1648, 5.9344, 17.3624
O, 2.6867, 5.7428, 22.3327
O, 3.9399, 6.5862, 20.2077
O, 11.1005, 9.1419, 21.6304
O, 4.6568, 4.8929, 18.4865
O, 0.1232, 1.9946, 23.8079
O, 3.46, 2.7787, 25.1251
O, 3.5146, 5.492, 24.7813
O, 7.7933, 1.7704, 18.5694
O, 2.0991, 6.5639, 17.2399
O, 7.7846, 2.7768, 16.0793
O, 9.2818, 10.2973, 23.3179
O, 1.9429, 9.213, 17.4339
O, 6.3828, 6.8458, 18.6759
O, 10.0612, 3.761, 24.7546
O, 1.2721, 4.516, 15.8264
O, 7.6691, 8.5016, 16.7788
O, 13.2896, 5.0199, 19.9901
O, 7.6401, 1.3963, 23.4513
O, 6.8311, 3.6991, 27.7147
O, 2.3746, 2.2693, 22.3963
O, 4.9465, 2.2251, 18.7628
O, 4.94, 0.4778, 25.3328
O, 0.0422, 2.5476, 26.503
O, 11.156, 7.8636, 19.2807
O, 10.0253, 11.9599, 19.7053
O, 8.5473, 5.8511, 24.2499
O, 3.1058, 11.2725, 18.3893
O, 1.5209, 7.4985, 20.9103
O, 4.1067, 7.6937, 23.2024
O, 4.1877, 7.6937, 17.9304
O, 9.2113, 3.0339, 28.6028
O, 10.9427, 6.1597, 25.3205
O, 1.6461, 7.2395, 24.2997
O, 0.1113, 2.9703, 19.0786
O, 0.236, 3.6415, 21.6738
O, 6.509, 4.0925, 20.0632
O, 6.6059, 7.0355, 22.8726
O, 7.595, 11.1862, 20.7098
O, 9.9917, 1.8046, 17.2307
O, 0.5214, 0.5572, 18.0466
O, 3.8773, 0.8951, 20.7807
O, 8.3028, 5.4572, 21.581
O, 12.2364, 7.1194, 15.2824
O, 5.0485, 1.9329, 22.7865
O, 1.4699, 4.0953, 24.0603
O, 8.528, 2.7808, 20.9085
O, -0.9046, 5.2855, 19.8203
O, 8.9498, 6.8563, 18.4077
O, 6.8494, 3.7669, 22.6819
O, 10.9652, 8.5295, 24.1791
O, 1.9796, 4.293, 26.6486

Results
free energy: -63417.201 eV
free energy less fixed offsets of O -447.96, Si -113.29 eV per atom: -0.041 eV
gap between the highest filled and lowest empty level on this k mesh: 1.469 eV

The program warned: the cutoff lies below the one the program advises for these potential files; the model core charge is not resolved on the grid; the forces do not sum to zero within the program's tolerance; the exchange-correlation potential is rough where the density is thin.
